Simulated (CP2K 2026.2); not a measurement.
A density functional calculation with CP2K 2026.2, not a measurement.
Periodic cell of 513 atoms, Si351O162, from a study of silicon, its oxide and their interface. The atomic structure is a simulated model.
Doubt: the forces sum to 0.84 eV/angstrom along one axis rather than to zero, so they err by at least 0.0016 eV/angstrom per atom on average; the grid cutoff is modest.

Settings
functional: PBE
method: Gaussian and plane waves
basis set: DZVP-MOLOPT-SR-GTH
pseudopotentials: GTH-PBE
grid cutoff: 300 Ry, relative cutoff 40 Ry
k points: Gamma only
occupations: fixed
spin: none
net charge: 0

Cell vectors (angstrom)
a 16.407 0 0
b 0 16.407 0
c 0.1159 0.0431 34.2966

Atoms and the computed forces on them: element, x, y, z (angstrom), force x, y, z (eV/angstrom)
Si 16.05 0.086 0.25 0.094 0.015 0.167
Si 2.661 2.793 0.522 0.006 0.033 0.045
Si 0.305 4.78 0.272 0.01 0.099 0.181
Si 2.656 8.341 34.234 0.093 -0.046 0.232
Si 15.865 11.543 0.123 0.137 -0.059 0.213
Si 3.087 13.578 0.157 -0.082 0.008 0.232
Si 4.967 0.648 34.151 0.113 -0.087 0.234
Si 7.938 3.123 34.077 0.149 -0.103 0.21
Si 5.652 5.427 0.086 -0.11 0.076 0.218
Si 8.755 8.16 34.223 -0.058 0.008 0.222
Si 5.364 11.326 0.014 0.019 -0.078 0.2
Si 8.574 13.463 0.312 -0.101 0.074 0.191
Si 11.487 15.779 0.07 -0.051 0.075 0.218
Si 13.929 2.341 0.127 -0.024 0.034 0.25
Si 10.896 5.761 34.119 0.052 -0.023 0.225
Si 14.338 8.22 33.957 -0.049 -0.084 0.263
Si 10.851 11.193 0.325 0.079 -0.09 0.222
Si 13.688 13.681 0.67 0 -0.017 0.132
Si 1.282 1.246 1.578 -0.011 -0.002 -0.032
Si 4.143 4.264 1.54 -0.001 -0.014 -0.046
Si 1.295 6.776 1.302 0.001 -0.018 -0.045
Si 4.143 9.595 1.198 -0.013 0.02 -0.036
Si 1.357 12.415 1.319 -0.004 0.01 -0.066
Si 4.185 15.205 1.388 -0.011 -0.006 -0.059
Si 6.742 1.45 1.141 -0.028 0.029 -0.068
Si 9.568 4.122 1.132 -0.012 0.016 -0.054
Si 6.96 6.975 1.263 0.01 -0.021 -0.046
Si 9.7 9.53 1.477 0.002 0.009 -0.055
Si 6.891 12.335 1.492 0.009 -0.005 -0.055
Si 9.715 15.067 1.501 0.011 -0.032 -0.073
Si 12.348 1.184 1.386 0.025 -0.003 -0.062
Si 15.07 3.83 1.597 0.031 -0.013 -0.054
Si 12.553 6.834 1.036 0.002 0.019 -0.045
Si 15.082 9.65 1.341 0.011 0.015 -0.068
Si 12.309 12.247 1.793 0.002 0.014 -0.064
Si 15.047 15.119 1.828 -0.009 -0.01 -0.048
Si 16.407 2.587 3.02 -0.019 -0.003 0.018
Si 2.759 16.366 2.864 -0.017 -0.012 0.015
Si 0.013 8.216 2.698 0.001 0.002 0.007
Si 2.713 5.587 2.816 0.015 0.011 0.008
Si 0.133 13.691 2.91 0.018 0.007 0.013
Si 2.729 10.939 2.63 -0.013 0.002 0.005
Si 5.533 2.78 2.744 0.009 0.007 0.024
Si 8.183 0.099 2.611 0.006 -0.005 0.01
Si 5.519 8.275 2.646 -0.004 -0.003 0
Si 8.27 5.492 2.628 0.001 -0.005 0.014
Si 5.552 13.803 2.766 0.014 0.009 0.022
Si 8.236 10.883 2.808 -0.016 -0.003 0.026
Si 10.923 2.713 2.563 0 0.003 0.006
Si 13.608 0.042 3.04 0.005 0.002 0.012
Si 11.178 8.133 2.657 0.008 0.005 0.011
Si 13.706 5.449 2.64 0.001 -0.001 0.002
Si 10.918 13.685 3.004 -0.005 -0.01 0.038
Si 13.734 10.816 2.918 -0.023 -0.004 0.018
Si 1.401 4.117 4.175 -0.007 -0.011 -0.005
Si 4.149 1.407 4.127 -0.002 0.008 -0.002
Si 1.417 9.568 4.075 0.01 0 0
Si 4.162 6.921 4.098 -0.01 -0.01 0.002
Si 1.451 15.029 4.291 -0.007 0 -0.004
Si 4.116 12.343 4.03 -0.009 -0.005 0
Si 6.915 4.151 4.077 -0.007 -0.003 0.003
Si 9.558 1.426 4.033 -0.001 0.003 -0.006
Si 6.844 9.555 4.135 0.004 0.002 -0.009
Si 9.687 6.812 4.012 -0.004 -0.005 -0.011
Si 6.924 15.122 4.119 -0.008 -0.012 -0.001
Si 9.542 12.263 4.232 0.008 0.014 -0.005
Si 12.302 4.082 4.001 0.006 0.004 0.004
Si 15.017 1.336 4.387 0.002 -0.006 -0.004
Si 12.349 9.478 4.218 0.004 -0.001 -0.01
Si 15.043 6.834 4.063 0.003 0.004 0.005
Si 12.29 15.03 4.338 -0.005 -0.002 -0.011
Si 15.12 12.272 4.186 0 0.001 0
Si 0.039 16.368 5.636 -0.003 -0.009 0.006
Si 2.79 2.759 5.522 0.004 0.002 -0.004
Si 16.412 5.495 5.486 0 0.003 -0.005
Si 2.785 8.246 5.483 0.002 0.003 -0.004
Si 0.074 10.904 5.523 0 0 -0.005
Si 2.82 13.63 5.558 -0.004 0.004 -0.003
Si 5.521 0.036 5.496 0.002 0.001 -0.003
Si 8.246 2.777 5.471 0.002 0 -0.003
Si 5.517 5.498 5.444 0.004 0 -0.003
Si 8.276 8.17 5.426 0.001 -0.001 -0.005
Si 5.474 10.973 5.451 0.005 0.002 -0.006
Si 8.207 13.702 5.533 -0.001 -0.001 0.004
Si 10.882 0.062 5.527 -0.001 -0.004 -0.003
Si 13.631 2.803 5.545 0.007 0.001 0.002
Si 10.977 5.437 5.443 -0.004 0 -0.007
Si 13.728 8.139 5.544 -0.009 0.004 0.001
Si 10.964 10.895 5.535 -0.002 -0.004 0.005
Si 13.732 13.632 5.575 0 0.002 0
Si 1.42 1.39 6.907 -0.001 0.001 0
Si 4.165 4.134 6.859 -0.004 -0.003 -0.001
Si 1.405 6.857 6.841 0.001 0 -0.002
Si 4.132 9.61 6.86 -0.003 0.004 -0.001
Si 1.422 12.278 6.906 -0.001 -0.002 0
Si 4.175 15.046 6.881 0.001 -0.004 -0.003
Si 6.884 1.401 6.859 -0.003 0.001 -0.004
Si 9.615 4.109 6.858 0 -0.002 -0.002
Si 6.897 6.833 6.83 0.002 -0.005 -0.004
Si 9.583 9.535 6.87 0.002 0.003 -0.005
Si 6.828 12.322 6.863 -0.003 0.006 -0.003
Si 9.574 15.062 6.901 0 0 0.002
Si 12.281 1.404 6.894 -0.005 0.004 0.001
Si 15.045 4.146 6.884 0 0.004 -0.001
Si 12.33 6.785 6.869 0.002 -0.002 0
Si 15.091 9.545 6.883 0.002 -0.001 -0.001
Si 12.336 12.268 6.903 0.006 0.002 -0.003
Si 15.077 14.996 6.962 0.003 -0.004 0.003
Si 16.426 2.759 8.237 0.001 0.001 0
Si 2.79 16.411 8.249 -0.003 0.002 -0.001
Si 0.051 8.198 8.252 0.001 0.001 -0.001
Si 2.771 5.485 8.217 0.003 0.001 -0.002
Si 0.054 13.639 8.292 -0.003 -0.001 0.004
Si 2.777 10.932 8.277 -0.002 0.001 0.001
Si 5.515 2.752 8.238 0.001 0.001 -0.001
Si 8.217 0.021 8.259 0.002 -0.002 -0.001
Si 5.512 8.213 8.194 0.003 0.003 -0.006
Si 8.241 5.468 8.229 -0.001 0.002 -0.001
Si 5.504 13.677 8.268 0 0.001 0.002
Si 8.213 10.935 8.215 0 0.001 -0.001
Si 10.946 2.756 8.275 0.004 -0.005 0.001
Si 13.678 0.011 8.243 0.002 -0.003 -0.001
Si 10.963 8.173 8.23 -0.003 0.001 -0.001
Si 13.692 5.474 8.277 0.001 -0.001 0.003
Si 10.969 13.681 8.241 0.003 0 0
Si 13.711 10.907 8.259 -0.004 0.002 0
Si 1.403 4.117 9.598 -0.001 -0.001 0
Si 4.149 1.376 9.616 -0.001 -0.004 0
Si 1.401 9.566 9.632 0 -0.002 0.001
Si 4.14 6.851 9.586 -0.002 0.001 -0.001
Si 1.418 15.047 9.623 0.001 0.001 0.001
Si 4.132 12.314 9.629 -0.002 0.001 0.001
Si 6.883 4.101 9.612 -0.001 -0.003 -0.001
Si 9.594 1.372 9.633 -0.002 0 0.002
Si 6.853 9.569 9.594 -0.002 0.001 -0.005
Si 9.601 6.827 9.615 0.002 0 -0.003
Si 6.866 15.049 9.624 0 0 0
Si 9.589 12.304 9.589 0.002 0.002 -0.003
Si 12.331 4.104 9.636 -0.001 0 0.002
Si 15.059 1.38 9.602 0 0.001 -0.001
Si 12.329 9.541 9.611 0.002 -0.001 -0.001
Si 15.077 6.843 9.618 -0.001 0.002 0.001
Si 12.33 15.047 9.625 0.001 0.003 0
Si 15.068 12.283 9.635 0.002 -0.003 0.002
Si 16.437 0.015 10.968 -0.003 0 0.001
Si 2.762 2.741 10.976 -0.001 0 0.001
Si 16.442 5.47 10.977 0.002 0 0
Si 2.766 8.195 10.986 0.001 0.002 0.001
Si 16.433 10.931 11.002 -0.002 0.001 0.001
Si 2.779 13.686 10.997 0 0 0.001
Si 5.503 16.407 10.995 0.001 0 0
Si 8.235 2.731 11.002 0.002 -0.002 0.001
Si 5.499 5.469 10.957 0.004 0.002 -0.003
Si 8.219 8.199 10.965 -0.002 0.003 -0.003
Si 5.49 10.929 10.979 -0.001 -0.001 -0.002
Si 8.24 13.679 10.975 0.002 0.001 -0.001
Si 10.973 16.419 11.002 0.002 -0.003 0.002
Si 13.701 2.737 10.991 -0.002 -0.002 0.002
Si 10.968 5.468 10.998 0.002 0.001 0
Si 13.707 8.196 10.991 0.003 0 0
Si 10.953 10.93 10.96 -0.002 0 -0.002
Si 13.704 13.676 10.987 0 0 0
Si 1.387 1.379 12.355 0.001 -0.001 0.003
Si 4.133 4.111 12.34 -0.001 -0.002 -0.002
Si 1.387 6.831 12.356 0 0 0
Si 4.119 9.567 12.357 -0.001 0 0.002
Si 1.393 12.327 12.34 0.001 0.002 -0.001
Si 4.142 15.046 12.375 0.001 -0.001 0.004
Si 6.87 1.355 12.365 -0.001 -0.003 0.001
Si 9.614 4.09 12.364 -0.002 0.004 0
Si 6.869 6.812 12.337 -0.003 -0.001 -0.003
Si 9.573 9.574 12.332 0 -0.002 0
Si 6.858 12.309 12.323 -0.001 -0.001 -0.004
Si 9.605 15.041 12.356 0 0.001 0.003
Si 12.343 1.386 12.379 0 0.002 0.004
Si 15.082 4.099 12.345 0 0.001 -0.001
Si 12.355 6.819 12.362 0.001 0.002 0.003
Si 15.059 9.569 12.365 -0.002 -0.001 0.002
Si 12.322 12.298 12.334 0.002 -0.002 -0.001
Si 15.077 15.059 12.346 0.002 0 0.001
Si 16.432 2.752 13.741 -0.005 0.002 0.002
Si 2.757 16.417 13.721 0.001 -0.002 -0.001
Si 16.416 8.194 13.729 0.001 0.003 0.004
Si 2.753 5.461 13.719 0 0.001 0.003
Si 0.049 13.707 13.715 0.001 -0.002 0.002
Si 2.735 10.954 13.706 -0.004 0.007 0.003
Si 5.492 2.728 13.706 0.003 -0.001 0
Si 8.25 16.405 13.741 0 -0.001 0.004
Si 5.486 8.163 13.693 0.007 -0.006 -0.001
Si 8.232 5.436 13.719 0.002 -0.001 0.003
Si 5.516 13.656 13.726 0.006 -0.003 0.001
Si 8.2 10.952 13.702 -0.007 0.006 -0.002
Si 10.983 2.757 13.766 -0.003 0.004 0.006
Si 13.732 0.028 13.73 -0.004 -0.003 0.002
Si 10.953 8.197 13.67 0 0.003 -0.003
Si 13.731 5.442 13.737 0.007 -0.003 0.001
Si 10.971 13.668 13.712 0.001 -0.006 0
Si 13.683 10.942 13.718 0 -0.001 0.001
Si 1.391 4.116 15.115 -0.002 0.001 0.001
Si 4.103 1.395 15.081 -0.004 0 0.002
Si 1.363 9.588 15.072 0.001 -0.004 -0.001
Si 4.119 6.814 15.09 -0.005 0.001 -0.001
Si 1.411 15.067 15.122 0.005 0.001 0.004
Si 4.11 12.302 15.077 0.002 -0.001 0.003
Si 6.871 4.05 15.091 -0.003 -0.001 -0.003
Si 9.608 1.381 15.121 0.003 -0.003 0.004
Si 6.832 9.546 15.035 -0.004 -0.009 -0.006
Si 9.64 6.798 15.043 -0.001 0.003 0
Si 6.89 15.018 15.101 -0.002 0.001 0.004
Si 9.568 12.32 15.072 0.002 -0.004 0.002
Si 12.394 4.091 15.153 0.007 0.001 0.005
Si 15.09 1.389 15.142 -0.001 0 0.004
Si 12.276 9.568 15.055 -0.008 0 0.002
Si 15.063 6.823 15.121 0.005 -0.001 0.004
Si 12.352 15.055 15.052 0 0.006 -0.001
Si 15.076 12.335 15.044 0.001 -0.001 -0.005
Si 0.106 0.08 16.517 -0.008 -0.012 0.002
Si 2.739 2.74 16.495 0.006 0.004 0.005
Si 0.075 5.51 16.513 -0.009 -0.012 0.009
Si 2.757 8.24 16.42 -0.007 -0.001 0.014
Si 16.366 10.933 16.432 0.003 0.016 -0.002
Si 2.781 13.683 16.479 -0.01 -0.005 -0.002
Si 5.476 16.405 16.385 0.002 0 0.007
Si 8.219 2.705 16.527 -0.007 -0.002 -0.006
Si 5.464 5.383 16.428 0.013 0.003 0.006
Si 8.255 8.182 16.327 0.007 0.007 0.01
Si 5.398 10.839 16.411 0.017 0.005 -0.005
Si 8.263 13.678 16.515 0.002 0.002 -0.001
Si 11.014 16.417 16.441 -0.008 -0.008 0.009
Si 13.725 2.703 16.581 0.009 0.009 0.009
Si 11.028 5.495 16.48 -0.002 -0.006 -0.008
Si 13.578 8.15 16.418 0.005 0.013 -0.002
Si 10.915 10.945 16.423 -0.005 -0.005 0.002
Si 13.765 13.745 16.399 -0.004 -0.01 0.003
Si 1.45 1.431 17.995 -0.012 0.005 -0.002
Si 4.093 4.062 17.882 -0.023 -0.004 -0.027
Si 1.453 6.947 17.857 0.009 0.004 -0.027
Si 4.045 9.528 17.918 -0.004 0.01 -0.002
Si 1.39 12.26 17.771 0.007 0 -0.023
Si 4.152 15.115 17.832 0.019 0.001 -0.008
Si 6.787 1.275 17.84 -0.007 -0.023 -0.015
Si 9.711 4.075 17.795 0.018 0.015 -0.023
Si 6.896 6.79 17.621 0.008 0.008 -0.023
Si 9.561 9.504 17.774 -0.018 -0.005 -0.007
Si 6.79 12.192 17.674 -0.013 -0.018 -0.024
Si 9.675 15.131 17.872 0.006 0.024 -0.023
Si 12.355 1.251 17.955 -0.007 -0.009 -0.014
Si 15.137 4.129 17.877 -0.001 0 -0.009
Si 12.29 6.875 17.982 0.004 -0.009 0.009
Si 14.881 9.558 17.71 -0.013 -0.021 -0.024
Si 12.33 12.394 17.656 0 0.007 -0.019
Si 15.132 15.115 17.812 0.014 0.007 -0.02
Si 0.148 2.909 19.369 -0.013 0.017 0.064
Si 2.848 0.043 19.37 -0.004 -0.019 0.049
Si 16.265 8.264 19.069 0 0.005 0.041
Si 2.907 5.615 19.247 0.006 -0.019 0.066
Si 0.084 13.697 19.088 -0.004 0.001 0.05
Si 2.585 10.894 19.311 -0.01 0.027 0.048
Si 5.391 2.584 19.251 0.014 0.013 0.034
Si 8.173 16.382 19.26 0.001 -0.02 0.061
Si 5.554 8.053 19.055 0.04 -0.017 0.077
Si 8.305 5.513 18.989 -0.009 -0.009 0.052
Si 5.494 13.585 19.015 0.005 -0.009 0.058
Si 8.097 10.823 19.06 0.013 0.005 0.057
Si 10.925 2.637 19.264 -0.005 0.011 0.039
Si 13.877 16.389 19.371 0.005 0.004 0.052
Si 10.859 8.281 19.374 -0.004 0.021 0.04
Si 13.73 5.439 19.257 0.007 -0.002 0.059
Si 11.167 13.786 19.144 -0.001 -0.03 0.037
Si 13.506 10.954 19.05 -0.002 0.013 0.04
Si 1.326 4.633 20.63 0.025 -0.107 -0.23
Si 4.22 1.265 20.969 -0.02 0.057 -0.266
Si 0.662 9.938 20.502 0.096 0.036 -0.171
Si 4.804 6.395 20.57 -0.132 0.04 -0.257
Si 1.611 14.82 20.522 -0.05 0.031 -0.246
Si 3.827 12.589 20.376 0.027 -0.062 -0.246
Si 6.944 4.045 20.136 -0.004 -0.021 -0.053
Si 9.097 1.753 20.588 0.002 -0.019 -0.191
Si 6.935 9.234 20.466 0.025 0.101 -0.181
Si 9.182 7.054 20.566 0.075 -0.005 -0.176
Si 7.285 14.406 20.324 -0.048 0.148 -0.203
Si 9.602 12.311 20.018 0.004 -0.014 -0.084
Si 12.586 3.769 20.488 0.013 0.05 -0.184
Si 15.008 1.714 20.684 0.018 -0.081 -0.212
Si 11.778 10.185 20.543 0.02 -0.1 -0.191
Si 15.286 6.686 20.544 -0.085 -0.028 -0.206
Si 12.92 14.62 20.68 -0.073 0.04 -0.221
Si 15.009 12.291 20.203 0.018 0.014 -0.061
Si 16.323 16.283 22.83 0.038 0.082 -0.041
Si 6.432 4.937 29.044 -0.013 0.017 -0.011
Si 1.884 10.314 29.564 0.02 0.004 -0.017
Si 3.879 7.086 23.561 -0.009 0.031 0.009
Si 1.23 8.374 23.245 -0.001 0.029 -0.032
Si 0.202 7.116 25.615 -0.013 -0.067 0.032
Si 9.075 0.25 23.319 -0.044 -0.055 -0.054
Si 7.639 4.1 26.322 -0.012 0.027 -0.073
Si 7.688 11.899 24.268 0.009 -0.003 0.09
Si 5.627 14.022 25.315 0.063 -0.014 -0.06
Si 6.114 15.693 22.768 -0.038 0.004 -0.011
Si 12.699 4.94 24.656 -0.002 -0.017 0.057
Si 11.117 5.749 22.481 -0.1 0.003 0.001
Si 13.489 7.317 23.012 0.026 0.004 0.058
Si 12.274 9.938 23.641 -0.024 0.026 0.094
Si 9.733 14.039 24.554 0.04 0.035 0.003
Si 12.602 12.833 25.079 -0.03 -0.032 -0.064
Si 7.702 6.769 25.226 0.011 0.072 -0.036
Si 3.473 9.791 24.627 0.005 0.017 0.047
Si 3.283 5.221 28.366 0.016 0.037 -0.046
Si 3.062 14.227 26.832 0.062 0.027 0.01
Si 7.825 15.243 26.847 -0.01 -0.034 0.068
Si 7.245 13.292 29.072 0.055 -0.032 -0.017
Si 9.129 1.356 26.199 -0.069 0.007 0.059
Si 6.611 7.764 27.944 0.034 -0.063 0.027
Si 7.883 10.312 29.17 -0.07 -0.019 0.051
Si 5.436 10.963 22.553 -0.054 -0.124 0.002
Si 13.435 15.482 23.5 -0.095 0.096 0.047
Si 15.835 2.787 26.568 0.056 -0.003 -0.017
Si 14.304 5.555 27.008 -0.041 0.042 0.012
Si 3.306 3.531 22.916 0.017 -0.019 -0.048
Si 9.458 9.405 25.105 -0.003 0.011 0.015
Si 0.518 12.761 26.399 0.018 -0.09 -0.133
Si 1.862 4.515 30.902 -0.075 -0.013 0.005
Si 2.329 12.914 30.942 -0.032 -0.036 -0.086
Si 3.905 7.94 29.296 -0.106 -0.034 0.019
Si 13.505 15.448 29.279 0.032 0.096 0.022
Si 1.39 9.944 26.582 0.013 0.021 -0.041
Si 10.427 1.849 30.275 0.03 -0.009 -0.016
Si 5.638 4.946 24.199 0.072 0.006 0.028
Si 4.51 14.49 29.521 -0.021 -0.004 0.011
Si 10.526 9.68 28.146 -0.018 -0.002 -0.066
Si 13.461 1.915 25.119 -0.042 -0.106 -0.02
Si 0.809 15.533 25.66 -0.073 0.003 -0.035
Si 12.347 9.889 32.07 -0.026 -0.001 0.048
Si 15.814 6.114 32.148 0.039 0.037 0.02
Si 11.841 1.21 27.709 0.041 0.046 0.048
Si 13.111 10.418 29.339 0.034 -0.012 -0.037
Si 1.942 4.326 25.722 -0.081 0.093 -0.002
Si 5.073 0.767 30.995 -0.084 0.042 0.099
Si 3.974 6.441 32.04 -0.044 0.011 0.007
Si 7.573 2.789 30.919 0.016 -0.007 0.072
Si 1.412 15.202 32.362 -0.055 -0.079 -0.037
Si 2.008 1.412 30.686 0.001 0.044 -0.117
Si 11.104 15.484 31.317 -0.022 -0.063 -0.031
Si 14.215 12.711 27.854 -0.003 0.016 -0.062
Si 7.694 10.455 32.176 0.017 0.044 0.048
Si 11.908 8.011 29.94 0.06 -0.01 -0.018
Si 8.836 13.315 31.748 0.051 0.037 -0.031
Si 12.215 3.671 32.061 -0.006 0.05 0.018
Si 13.479 5.55 30.116 0.003 -0.08 -0.074
Si 16.217 0.506 28.465 0.02 -0.05 0.005
Si 1.273 10.556 32.362 0.006 -0.065 -0.057
O 0.144 15.448 33.352 -0.315 -0.143 -0.12
O 15.171 1.282 33.881 -0.069 0.092 0.078
O 1.14 0.837 29.395 0.026 0.01 -0.016
O 1.509 2.919 31.172 -0.203 0.039 0.037
O 2.154 4.507 29.296 -0.092 -0.113 -0.091
O 1.683 3.856 34.044 -0.126 0.161 -0.334
O 3.04 7.41 32.941 -0.237 0.158 0.187
O 5.275 6.087 32.936 0.188 -0.072 0.026
O 16.242 11.093 32.868 -0.043 -0.395 -0.112
O 2.293 11.846 32.201 0.152 0.038 0.093
O 2.651 14.566 33.214 0.103 -0.073 0.081
O 3.651 1.485 30.541 0.044 0.237 0.085
O 3.8 1.831 33.959 -0.062 0.063 -0.101
O 10.272 14.043 31.327 0.123 0.009 0.025
O 12.635 15.377 30.686 0.082 -0.2 0.045
O 10.306 0.223 30.456 -0.083 -0.041 0.262
O 8.909 2.417 30.036 0.113 -0.037 -0.369
O 6.81 4.297 33.945 -0.066 0.074 -0.166
O 8.288 9.139 32.961 0.322 0.198 -0.046
O 9.803 6.964 33.681 -0.142 0.025 0.062
O 6.322 10.93 32.949 -0.106 -0.116 0.048
O 4.369 12.547 33.93 0.206 -0.142 -0.249
O 8.255 14.039 33.099 -0.176 0.113 -0.007
O 5.213 0.273 32.561 0.092 -0.037 0.014
O 11.117 16.12 32.827 -0.061 0.033 0.009
O 12.78 14.682 34.077 0.033 0.119 0.163
O 13.271 3.025 33.119 -0.156 0.173 0.026
O 13.054 4.102 30.715 0.019 -0.066 -0.221
O 14.589 6.178 31.113 -0.03 -0.041 0.157
O 11.473 4.959 32.775 0.346 0.092 -0.124
O 15.796 4.938 33.268 -0.173 0.134 -0.212
O 13.561 9.106 32.819 0.037 -0.011 -0.103
O 9.904 12.437 34.291 -0.176 0.031 0.052
O 11.535 10.734 33.17 -0.249 -0.207 -0.188
O 14.822 12.728 34.122 -0.194 -0.145 -0.246
O 3.076 4.649 26.859 0.352 0.195 -0.028
O 2.265 4.378 21.974 0 0.291 0.245
O 3.362 2.085 22.134 -0.158 0.05 -0.15
O 2.64 3.648 24.402 -0.062 0.226 -0.077
O 0.822 8.913 21.786 -0.098 -0.157 0.101
O 2.287 7.132 23.223 -0.236 -0.092 0.287
O 5.943 5.206 20.844 -0.121 0.103 0.276
O 4.573 6.99 22.092 -0.159 -0.061 0.079
O 0.97 15.461 21.9 0.173 -0.285 0.221
O 2.756 13.708 20.972 -0.058 -0.098 -0.044
O 4.612 12.035 21.689 0.21 0.178 0.376
O 8.016 2.997 20.952 -0.144 0.137 0.101
O 7.037 4.076 27.818 -0.195 -0.422 0.028
O 9.588 1.058 22.003 -0.058 -0.292 0.084
O 7.449 0.055 23.303 -0.001 -0.059 0.318
O 5.816 9.656 21.638 -0.116 0.175 -0.125
O 6.911 11.505 22.917 0.112 0.167 -0.096
O 9.654 6.179 21.912 -0.082 -0.036 0.1
O 8.063 8.173 21.093 0.089 -0.076 -0.061
O 6.586 14.509 21.792 -0.183 -0.082 0.241
O 5.196 0.308 21.893 -0.192 -0.167 0.31
O 10.563 11.271 20.91 -0.037 -0.121 0.101
O 8.549 13.402 20.705 0.004 0.193 -0.2
O 11.203 5.331 24.074 -0.133 -0.174 0.323
O 11.728 4.45 21.715 0.08 -0.065 0.157
O 13.737 2.72 21.11 0.008 0.047 0.225
O 15.855 1.26 22.059 0.043 0.1 0.172
O 13.268 8.644 23.984 0.181 -0.065 0.2
O 12.449 9.994 22.023 0.361 -0.219 -0.058
O 0.104 5.679 21.071 -0.197 -0.016 -0.126
O 14.627 7.463 21.853 0.089 0.247 -0.034
O 12.502 15.281 22.155 -0.214 -0.006 0.092
O 11.048 13.314 25.167 -0.257 0.246 -0.009
O 16.03 11.172 20.976 -0.104 -0.277 -0.191
O 13.973 13.35 21.022 0.012 -0.052 0.24
O 0.553 0.056 24.336 -0.048 -0.023 0.006
O 0.295 13.989 25.312 -0.286 -0.031 0.143
O 0.139 16.076 27.074 -0.031 -0.061 -0.129
O 4.797 4.905 28.903 -0.039 -0.085 -0.063
O 4.266 8.382 24.457 0.204 0.046 0.3
O 4.914 3.971 23.061 0.026 -0.402 -0.186
O 4.403 7.277 30.709 0.115 -0.138 -0.096
O 4.319 5.868 24.56 -0.158 0.019 0.242
O 2.019 9.673 23.868 -0.16 0.146 -0.015
O 4.511 10.814 23.906 0.158 -0.017 0.088
O 8.074 14.393 28.204 0.164 0.081 0.05
O 6.987 4.254 30.428 0.006 0.101 0.088
O 8.737 2.918 26.303 0.273 0.245 -0.07
O 9.909 15.244 23.459 0.33 0.026 -0.439
O 8.435 5.481 25.934 0.275 0.029 -0.132
O 6.337 3.948 25.3 -0.016 -0.105 0.053
O 8.304 10.558 24.965 -0.263 0.011 0.032
O 8.768 7.937 24.807 -0.086 -0.045 -0.36
O 3.521 14.823 28.273 0.045 0.04 0.076
O 4.228 13.523 25.948 -0.06 -0.162 -0.219
O 5.343 14.911 23.97 -0.013 -0.092 0.085
O 13.323 14.145 24.427 -0.02 0.05 -0.162
O 12.871 5.407 26.22 -0.33 0.09 -0.169
O 12.061 7.063 22.227 -0.046 0.082 -0.372
O 12.98 3.333 24.423 -0.047 0.046 -0.314
O 16.372 7.759 24.103 0.121 0.239 -0.066
O 13.768 5.912 23.838 0.082 0.013 -0.22
O 10.723 9.616 24.086 0.108 -0.221 0.099
O 10.053 9.526 26.613 -0.173 -0.07 -0.084
O 14.967 15.423 22.985 -0.062 -0.141 -0.314
O 8.9 12.865 23.819 0.353 0.21 -0.249
O 2.415 15.451 25.959 0.142 0.091 -0.075
O 15.083 1.985 25.347 0.173 -0.238 -0.101
O 10.473 0.852 26.94 0.046 -0.143 0.346
O 6.689 7.381 26.362 -0.293 0.139 0
O 2.994 10.124 26.161 0.116 0.221 0.234
O 2.986 6.836 28.503 0.005 0.138 -0.182
O 5.127 8.276 28.301 -0.183 -0.024 -0.158
O 0.962 8.385 26.321 0.232 -0.01 -0.024
O 1.957 13.062 27.093 0.031 -0.082 0.011
O 1.108 10.091 28.176 -0.245 -0.295 0.126
O 6.616 12.722 25.187 0.079 -0.111 -0.1
O 3.726 13.716 30.725 0.158 -0.023 0.214
O 5.654 13.512 28.953 0.015 0.17 0.065
O 11.413 2.141 28.988 -0.116 0.04 -0.263
O 12.788 1.945 26.611 -0.114 0.158 -0.117
O 6.972 6.482 28.901 0.052 0.041 0.04
O 6.818 6.12 23.971 0.05 0.17 0.119
O 8.106 2.718 32.476 0.324 -0.264 -0.006
O 9.499 10.42 29.158 -0.111 0.311 -0.017
O 11.862 10.605 28.29 -0.177 0.224 0.012
O 6.291 15.036 26.386 -0.132 0.343 0.089
O 8.904 14.673 25.785 0.125 0.108 0.099
O 13.124 0.522 24.274 -0.139 -0.07 0.234
O 9.388 1.148 24.617 0.056 -0.064 -0.16
O 15.22 6.796 26.43 -0.042 0.017 -0.22
O 0.982 3.104 26.234 0.112 -0.067 -0.219
O 1.092 5.731 25.517 -0.02 0.058 0.096
O 15.6 7.48 33.095 0.132 0.127 -0.147
O 12.859 10.908 30.889 0.101 -0.073 -0.17
O 3.21 9.375 29.57 0.096 0.019 -0.153
O 7.406 11.748 28.573 -0.246 0.001 -0.061
O 10.817 8.182 28.742 0 -0.172 0.124
O 13.27 12.588 26.535 0.025 -0.044 0.075
O 15.757 12.987 27.487 0.122 0.016 0.216
O 15.678 1.962 27.961 -0.091 0.008 0.123
O 14.046 5.625 28.603 0.022 -0.216 -0.101
O 1.775 0.285 31.839 -0.138 0.126 0.01
O 1.168 14.078 31.174 0.067 0.031 -0.274
O 0.736 5.681 31.259 0.189 0.269 -0.305
O 15.121 4.209 26.734 0.13 0.069 0.255
O 2.141 11.928 29.657 -0.111 0.076 -0.156
O 1.05 9.862 30.902 -0.204 -0.016 -0.009
O 0.539 11.193 25.884 -0.04 -0.042 0.141
O 1.815 9.579 33.536 0.158 0.278 0.051
O 7.973 0.454 26.914 -0.124 0.067 0.109
O 6.341 1.741 30.681 -0.054 0.15 -0.121
O 7.565 9.048 28.2 0.198 0.218 -0.135
O 11.107 2.576 31.577 0.049 0.006 0.102
O 5.204 15.841 30.076 0.145 -0.15 0.153
O 8.798 11.673 32.001 -0.047 0.011 0.097
O 7.278 10.018 30.655 0.001 -0.103 0.015
O 12.128 6.444 30.184 -0.116 -0.279 0.3
O 12.721 11.39 24.281 0.299 0.059 0.093
O 15.012 16.157 29.325 0.188 0.142 0.296
O 13.666 13.909 28.795 0.063 -0.228 -0.214
O 11.418 8.749 31.325 -0.236 0.072 0.169
O 13.307 8.779 29.461 0.181 0.032 -0.32
O 3.214 5.04 31.67 0.043 -0.013 -0.081
O 7.74 13.55 30.585 0.114 -0.19 0.012
O 12.603 16.266 28.192 -0.405 -0.164 -0.004
O 14.286 11.307 28.692 0.269 0.065 -0.098

Results
total energy: -108572.322 eV
total energy less fixed offsets of O -438.25, Si -107.07 eV per atom: 5.748 eV
